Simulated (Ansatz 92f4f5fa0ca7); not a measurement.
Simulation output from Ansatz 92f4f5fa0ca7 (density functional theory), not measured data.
Periodic cell of 348 atoms, Si240O108, from a study of silicon, its oxide and their interface. The atomic structure is a simulated model.
Doubt: the cutoff is far below the 930 eV that the study's wrapper takes by default for these files, so forces and energies are approximate.
This geometry differs little from another in the collection (a relaxation step or a small displacement).

Settings: functional PBE; potential files Ansatz PAW; basis plane waves; wave-function cutoff 580 eV; density cutoff ratio 5; exchange-correlation grid ratio 1; k mesh 1 x 1 x 1, Gamma-centred; self-consistency stop 5e-08 eV per atom in the density residual; occupations fixed; spin none; net charge 0.

Cell vectors (angstrom)
a 11.6015 0 0
b 0 13.3963 0
c 0 0 40.0297

Atoms: element, x, y, z (angstrom)
Si 0 2.2327 1.1851
Si 3.8672 2.2327 1.1851
Si 7.7343 2.2327 1.1851
Si 1.9336 5.5818 1.1851
Si 5.8008 5.5818 1.1851
Si 9.6679 5.5818 1.1851
Si 0 8.9308 1.1851
Si 3.8672 8.9308 1.1851
Si 7.7343 8.9308 1.1851
Si 1.9336 12.2799 1.1851
Si 5.8008 12.2799 1.1851
Si 9.6679 12.2799 1.1851
Si 1.9336 1.1164 1.9745
Si 5.8008 1.1164 1.9745
Si 9.6679 1.1164 1.9745
Si 0 4.4654 1.9745
Si 3.8672 4.4654 1.9745
Si 7.7343 4.4654 1.9745
Si 1.9336 7.8145 1.9745
Si 5.8008 7.8145 1.9745
Si 9.6679 7.8145 1.9745
Si 0 11.1635 1.9745
Si 3.8672 11.1635 1.9745
Si 7.7343 11.1635 1.9745
Si 1.9336 1.1164 4.3426
Si 5.8008 1.1164 4.3426
Si 9.6679 1.1164 4.3426
Si 0 4.4654 4.3426
Si 3.8672 4.4654 4.3426
Si 7.7343 4.4654 4.3426
Si 1.9336 7.8145 4.3426
Si 5.8008 7.8145 4.3426
Si 9.6679 7.8145 4.3426
Si 0 11.1635 4.3426
Si 3.8672 11.1635 4.3426
Si 7.7343 11.1635 4.3426
Si 0 0 35.6891
Si 3.8672 0 35.6891
Si 7.7343 0 35.6891
Si 1.9336 3.3491 35.6891
Si 5.8008 3.3491 35.6891
Si 9.6679 3.3491 35.6891
Si 0 6.6981 35.6891
Si 3.8672 6.6981 35.6891
Si 7.7343 6.6981 35.6891
Si 1.9336 10.0472 35.6891
Si 5.8008 10.0472 35.6891
Si 9.6679 10.0472 35.6891
Si 0 0 38.0573
Si 3.8672 0 38.0573
Si 7.7343 0 38.0573
Si 1.9336 3.3491 38.0573
Si 5.8008 3.3491 38.0573
Si 9.6679 3.3491 38.0573
Si 0 6.6981 38.0573
Si 3.8672 6.6981 38.0573
Si 7.7343 6.6981 38.0573
Si 1.9336 10.0472 38.0573
Si 5.8008 10.0472 38.0573
Si 9.6679 10.0472 38.0573
Si 0 2.2327 38.8467
Si 3.8672 2.2327 38.8467
Si 7.7343 2.2327 38.8467
Si 1.9336 5.5818 38.8467
Si 5.8008 5.5818 38.8467
Si 9.6679 5.5818 38.8467
Si 0 8.9308 38.8467
Si 3.8672 8.9308 38.8467
Si 7.7343 8.9308 38.8467
Si 1.9336 12.2799 38.8467
Si 5.8008 12.2799 38.8467
Si 9.6679 12.2799 38.8467
Si 0.0858 -0.0244 28.6869
Si 3.8962 0.141 28.5991
Si 7.7923 0.0844 28.4698
Si 2.2008 3.4195 28.6123
Si 5.843 3.4419 28.7559
Si 9.8839 2.9881 28.3382
Si 0.0889 6.9126 28.5031
Si 3.8707 6.7918 28.5661
Si 7.5632 6.8232 28.7381
Si 2.0646 10.2408 28.4847
Si 5.8495 10.1376 28.574
Si 9.6701 10.0293 28.5524
Si 0.2269 2.1947 29.33
Si 3.9892 2.2777 29.6038
Si 7.8333 2.276 29.2894
Si 1.9372 5.6604 29.3458
Si 5.7361 5.6502 29.5449
Si 9.6951 5.9948 29.3422
Si 0.1279 9.1164 29.2586
Si 3.9103 9.0207 29.3278
Si 7.7382 9.0418 29.4686
Si 2.038 12.3507 29.4382
Si 5.8513 12.3847 29.2767
Si 9.6754 12.2969 29.3127
Si 0.0501 2.2926 31.7018
Si 3.9032 2.2473 31.9108
Si 7.7884 2.28 31.6819
Si 1.94 5.6277 31.7253
Si 5.7727 5.6227 31.8659
Si 9.6642 5.6821 31.7101
Si 0.0421 8.9856 31.6635
Si 3.8797 8.9875 31.7123
Si 7.7402 8.9885 31.8111
Si 1.9598 12.3231 31.7873
Si 5.8232 12.3359 31.6805
Si 9.6798 12.294 31.6956
Si 1.9356 1.1521 32.5814
Si 5.8728 1.145 32.5491
Si 9.7114 1.1458 32.4798
Si -0.0073 4.5261 32.5022
Si 3.8422 4.5022 32.5959
Si 7.7548 4.5065 32.5188
Si 1.9508 7.8608 32.5095
Si 5.7945 7.8713 32.5668
Si 9.7038 7.8901 32.5299
Si 0.0147 11.1914 32.5151
Si 3.9017 11.2102 32.5281
Si 7.739 11.2261 32.5379
Si 1.929 1.1167 34.9289
Si 5.816 1.1134 34.9099
Si 9.6733 1.1182 34.8709
Si -0.0025 4.4699 34.8831
Si 3.859 4.4701 34.9376
Si 7.7403 4.4654 34.8922
Si 1.9336 7.8192 34.8874
Si 5.7974 7.824 34.9202
Si 9.6775 7.8248 34.8998
Si 0 11.1635 34.8904
Si 3.8743 11.166 34.8979
Si 7.7324 11.173 34.9036
Si -0.0047 0.0061 5.1392
Si 3.8758 -0.0061 5.1006
Si 7.7309 -0.0109 5.1299
Si 1.9228 3.3437 5.1518
Si 5.7975 3.3539 5.121
Si 9.6766 3.3543 5.1526
Si 0.0028 6.6957 5.1351
Si 3.8655 6.6835 5.1535
Si 7.7285 6.689 5.1083
Si 1.9337 10.0411 5.1226
Si 5.7915 10.0457 5.1248
Si 9.6638 10.0473 5.1108
Si -0.016 -0.012 7.5123
Si 3.8962 -0.0489 7.4466
Si 7.7161 -0.0629 7.4966
Si 1.8888 3.2907 7.5371
Si 5.7857 3.3277 7.48
Si 9.677 3.3437 7.5373
Si -0.0041 6.6722 7.5052
Si 3.8441 6.6101 7.5399
Si 7.7013 6.6462 7.4599
Si 1.9189 10.0064 7.4836
Si 5.747 9.9979 7.4868
Si 9.6333 10.0205 7.4634
Si -0.0373 2.1877 8.4259
Si 3.8596 2.1702 8.2229
Si 7.7237 2.1923 8.1985
Si 1.8889 5.5087 8.3628
Si 5.8083 5.5292 8.3571
Si 9.6435 5.6112 8.3004
Si -0.0387 8.9211 8.2484
Si 3.8255 8.8427 8.2929
Si 7.6903 8.8752 8.1899
Si 1.9516 12.2612 8.1931
Si 5.7842 12.2088 8.3331
Si 9.6602 12.2355 8.2863
Si -0.1034 2.1475 10.8696
Si 3.8566 2.1146 10.5636
Si 7.7139 2.1651 10.5238
Si 1.846 5.4401 10.765
Si 5.8275 5.4642 10.7673
Si 11.3992 4.4442 11.5521
Si -0.0712 8.9604 10.6027
Si 3.7642 8.7542 10.6641
Si 7.6045 8.8377 10.5192
Si 1.9727 12.2671 10.5225
Si 5.7395 12.1527 10.7347
Si 9.6262 12.1705 10.6564
Si 1.9468 1.0481 11.4526
Si 5.8285 1.0304 11.3656
Si 9.4838 0.9626 11.4965
Si -1.981 5.7044 10.6746
Si 3.8612 4.3024 11.3653
Si 7.8539 4.3381 11.4455
Si 1.7334 7.7057 11.4053
Si 5.747 7.7103 11.4774
Si 9.5628 8.0211 11.5029
Si 0.0837 11.2078 11.3402
Si 3.7567 10.9715 11.4138
Si 7.6957 10.994 11.3895
O 27.1808 -9.4033 12.9992
O 5.9042 7.7629 13.1462
O 9.019 0.8397 13.1117
O 9.4774 8.5654 13.1138
O 2.1799 0.912 13.0965
O 6.1105 1.0451 13.0085
O 1.3238 7.6926 13.0357
O 0.476 11.4522 12.9466
O 3.506 10.6537 13.0466
O -0.6562 4.5795 13.1777
O 8.2758 4.0492 13.0488
O 7.811 10.6857 13.0363
O 5.5115 3.5036 27.1253
O 2.1783 10.489 26.8324
O -23.1114 0.1265 27.0381
O 11.6981 6.7813 26.8388
O -27.7266 -6.6262 27.1307
O 21.6496 4.5923 28.5479
O 9.525 9.771 26.9114
O 3.8757 6.8811 26.9034
O 5.8589 10.0327 26.9099
O 9.9496 2.7728 26.6838
O 2.7488 3.439 27.0117
O 3.7545 0.229 26.9413
Si 6.4356 10.6463 25.5127
Si 2.067 12.2312 16.1963
Si 11.5589 8.6679 23.8862
Si 2.0282 7.0077 14.3313
Si 2.677 1.3211 14.5938
Si 3.6563 6.3273 25.3818
Si 7.8684 6.3365 25.775
Si -0.9975 9.782 21.3817
Si 10.806 4.5914 18.2143
Si 7.9926 2.0988 23.8053
Si 5.5886 0.2741 14.3384
Si -0.5149 13.0009 25.6303
Si 9.6073 4.1179 14.0208
Si 9.7979 3.9399 25.5282
Si 3.4192 5.3413 18.582
Si 4.249 -1.7499 23.7798
Si 9.7657 1.0398 14.5648
Si 1.2387 3.7361 22.0611
Si 8.2248 7.7137 18.495
Si 3.9598 4.9022 21.594
Si 4.3355 10.9065 14.4337
Si 7.1134 0.6475 19.6599
Si 11.376 11.8595 14.3589
Si 5.4583 5.4468 16.3296
Si 7.7298 -0.1246 16.639
Si 13.2306 10.673 25.3029
Si 12.6378 6.9815 17.2512
Si 2.125 13.133 19.1617
Si 8.3847 5.1586 16.603
Si 1.578 2.8846 18.9609
Si 4.7238 12.9468 21.0693
Si -0.7875 9.0632 18.4263
Si 5.8809 6.6837 23.436
Si 3.7168 14.1002 25.38
Si 1.072 0.9586 23.6861
Si -1.5056 4.7162 21.2402
Si 0.0603 -0.6466 21.4226
Si 9.4402 14.9118 21.3203
Si 9.0831 9.1505 25.4671
Si 8.4832 10.1149 16.8662
Si 7.9961 13.3345 26.0917
Si 8.2741 7.4282 21.4725
Si 5.6872 15.6804 21.6849
Si 5.0956 7.9695 14.5572
Si 0.4208 6.1412 25.3624
Si 3.2039 4.2268 14.4083
Si 4.1796 3.4923 26.1779
Si 8.9073 9.8739 13.9457
O 8.743 1.1215 22.7421
O 9.0637 0.5316 15.9561
O 0.1691 3.2661 18.204
O 2.1534 12.2196 17.8128
O 6.867 4.5968 16.3158
O 2.0434 6.1615 25.1241
O 10.5824 5.1082 19.7385
O 4.7962 14.3326 21.9417
O 2.3862 2.8972 14.8827
O 1.9102 1.3087 18.7518
O 7.2334 0.5353 18.0448
O 5.6893 6.9577 15.6995
O 2.1955 0.7244 24.831
O 4.234 4.8047 25.234
O -0.0907 5.8042 17.3717
O 4.2613 1.0706 14.7937
O -0.1554 4.6007 22.1773
O 6.9036 12.1814 25.74
O -3.5394 6.5824 17.3386
O 3.628 5.6305 20.1713
O 10.2188 9.4745 24.3602
O 9.4591 3.1694 21.1677
O 6.6552 2.6351 22.9823
O 7.658 9.1536 17.926
O 9.8281 7.8134 18.7426
O 9.0595 3.2925 24.2095
O 7.6808 9.7735 24.9622
O 6.8488 5.9861 24.5597
O 9.985 2.6602 14.6987
O 6.4909 2.0491 20.262
O 4.8749 5.5093 17.8571
O 8.9197 7.5337 25.4564
O 9.3312 4.2404 17.5838
O 1.2203 7.3715 15.681
O 8.2737 9.4243 15.3845
O 9.1143 5.9804 21.7251
O 0.1289 9.0202 22.3018
O 4.5731 7.2517 24.3373
O 4.624 3.4475 21.3632
O 0.6072 8.4069 17.9228
O 1.2176 9.1918 24.7664
O 6.5794 0.3071 15.5956
O 5.3158 10.5558 24.3425
O 7.9371 11.6572 16.8675
O -0.5258 -3.569 19.8286
O 8.7398 5.0222 26.1163
O 10.0671 10.0583 17.3481
O 2.4202 6.467 17.9405
O 10.0189 10.9769 14.4119
O 11.0884 13.4774 14.4206
O 4.3378 4.6296 15.486
O -0.1773 7.0715 24.156
O 2.785 3.8353 18.3745
O 10.8952 0.8008 21.2831
O 11.918 11.6467 25.2447
O 2.7655 11.1972 24.267
O 2.0775 5.382 14.2021
O 1.4097 3.1661 20.5509
O 11.2548 4.6728 25.2414
O 6.1731 12.823 20.2699
O 1.1632 -0.2708 22.5938
O 5.3782 12.0865 14.0127
O 4.4242 11.7515 22.1515
O 6.9953 7.5476 22.5348
O 7.6284 14.6431 25.1576
O 0.8985 12.5225 20.0464
O 8.6624 0.687 20.1503
O 1.1967 2.4617 23.0804
O 3.3772 11.4375 15.6333
O 4.5861 -0.3102 24.4668
O 5.1112 5.7427 22.3633
O -2.3816 8.824 21.5559
O 7.5956 7.3523 19.961
O 3.5398 12.9746 19.9548
O 0.7404 11.4716 15.6147
O 3.5391 7.5807 14.3516
O 4.3246 2.1988 25.2092
O 9.2211 5.2085 15.1871
O -0.3425 0.7677 24.492
O 2.5338 4.6969 22.3949
O 5.1224 9.5631 14.9537
O 9.4841 12.718 25.7429
O 1.9648 0.3915 15.7109
O -0.9049 11.4287 21.7515

Results
free energy: -213988.423 eV
free energy less fixed offsets of O -568.88, Si -635.61 eV per atom: -2.983 eV

Forces (eV/angstrom), in the order of the atoms: element, x, y, z
Si -0.0031 0.0022 0.0088
Si 0.0059 0.0088 0.0087
Si -0.0051 0.0138 -0.0239
Si -0.0022 0.0071 -0.0125
Si 0.0083 0.014 0.0316
Si 0 0.0018 0.0042
Si 0.0013 0.0046 0.0264
Si -0.0016 0.0224 -0.0169
Si 0.0061 0.0131 0.0121
Si 0.0114 -0.0019 0.0022
Si 0.0037 0.0082 -0.0012
Si 0.0013 -0.0076 0.0137
Si -0.0139 -0.0066 -0.0081
Si 0.0331 0.0018 -0.0029
Si -0.0171 0.0079 -0.0036
Si 0.0063 -0.0134 0.0013
Si -0.0494 -0.0273 -0.0071
Si 0.0283 -0.0572 -0.0046
Si 0.0254 -0.0434 -0.0056
Si -0.0443 -0.0226 -0.0067
Si 0.0033 -0.0279 -0.0091
Si 0.001 0.0174 -0.0056
Si -0.012 -0.0366 -0.0006
Si -0.0274 -0.0222 0.0009
Si -0.0321 0.0122 0.0441
Si 0.0783 0.0172 -0.087
Si -0.0472 0.0514 0.0978
Si 0.0086 -0.0179 -0.0111
Si -0.1233 -0.0489 0.0348
Si 0.0687 -0.0991 -0.0486
Si 0.0549 -0.0921 0.0342
Si -0.1243 -0.0546 0.0279
Si 0.0171 -0.0641 0.0062
Si 0.0178 0.0447 0.0281
Si -0.0304 -0.0714 -0.1745
Si -0.0905 -0.0419 -0.1003
Si -0.1047 -0.0231 0.0156
Si 0.0757 -0.0001 -0.0137
Si 0.1604 0.0418 0.0826
Si -0.1435 0.0519 0.1207
Si 0.0736 0.0108 -0.0191
Si 0.0511 -0.0241 -0.087
Si 0.0521 0.0144 -0.0415
Si -0.0671 0.1098 0.1079
Si 0.0567 0.0226 -0.1105
Si 0.0234 0.0238 -0.0849
Si 0.0228 0.0965 0.1165
Si 0.0017 0.0783 -0.0033
Si -0.0358 -0.0074 0.0014
Si 0.0275 0.0137 0.0033
Si 0.0526 0.0301 -0.0037
Si -0.0465 0.0247 0.0035
Si 0.0222 0.0096 0.0088
Si 0.011 -0.0069 0.0009
Si 0.0192 0.0077 0.0011
Si -0.0268 0.053 0.0013
Si 0.0239 0.0196 0.0115
Si 0.014 0.0141 0.0049
Si 0.0041 0.0422 -0.0005
Si -0.0017 0.0345 0.0105
Si 0.0048 -0.0012 0.0047
Si -0.0066 -0.0081 -0.0174
Si 0.0064 -0.0164 0.0044
Si 0.0017 -0.0101 0.0112
Si -0.0117 -0.0139 -0.0252
Si 0.0029 -0.0023 -0.0175
Si -0.0019 -0.005 -0.0198
Si 0.0038 -0.021 0.0096
Si -0.0083 -0.007 -0.0083
Si -0.01 0.0024 -0.0175
Si -0.0017 -0.0103 0.0009
Si -0.0053 0.0068 0.021
Si 0.0128 -0.004 0.0205
Si 0.0051 -0.0024 0.0293
Si 0.0049 0.0123 -0.0014
Si 0.0084 -0.0032 0.0238
Si 0.0088 0.0095 0.0255
Si 0.0226 0.0352 -0.0146
Si -0.0046 -0.0042 0.0054
Si 0.0051 0.0046 0.029
Si 0.0073 0.0037 -0.0025
Si 0.0042 -0.0046 0.0061
Si 0.0027 0.0045 0.0035
Si 0.0009 0.0021 0.0343
Si 0.0093 -0.0137 -0.0033
Si -0.0072 -0.0107 -0.0122
Si -0.0236 0.0049 0.0022
Si -0.0243 0.0052 -0.0151
Si -0.0008 -0.0074 -0.0123
Si -0.002 -0.081 -0.02
Si 0.01 -0.0004 -0.0127
Si 0.0037 -0.0026 -0.0213
Si 0.0118 -0.0107 -0.0138
Si -0.002 -0.0035 -0.0145
Si -0.0221 -0.0056 -0.0069
Si 0.0049 -0.008 -0.0015
Si 0.0069 0.0153 0.0133
Si -0.0005 0.0051 0.0105
Si 0.0107 0.0068 0.0159
Si 0.0016 -0.0045 0.0159
Si -0.012 0.0029 0.0152
Si -0.0056 0.0023 0.0139
Si 0.0025 0.0031 0.0228
Si -0.007 0.0043 0.0215
Si -0.0051 -0.0019 0.0083
Si 0.0006 0.0043 0.0087
Si 0.0023 0.0056 0.0126
Si -0.0012 -0.0005 0.014
Si 0.0014 -0.0051 -0.0081
Si -0.0101 -0.0078 -0.0056
Si -0.0117 -0.0014 -0.0078
Si -0.0038 -0.0026 -0.0164
Si 0.0069 -0.0002 -0.0125
Si 0.0093 -0.0023 -0.011
Si -0.0004 0.0001 -0.0127
Si 0.0141 -0.0082 -0.0102
Si -0.0114 -0.0134 -0.0087
Si -0.0025 -0.0012 -0.0071
Si -0.0039 0.0014 -0.0055
Si -0.0011 -0.0005 -0.0071
Si 0.0035 0.0025 -0.0068
Si -0.0021 0.0042 -0.0037
Si 0.0036 0.0018 0.0002
Si 0.002 0 -0.0053
Si 0.0008 -0.002 -0.0067
Si -0.0024 0.0004 -0.0055
Si -0.0001 0.0004 0.0042
Si -0.004 -0.0001 -0.0066
Si 0.0033 0.0034 -0.0053
Si -0.0001 0.0005 -0.0011
Si 0.0026 0.0004 -0.0027
Si 0.0028 -0.0003 -0.0037
Si 0.0021 -0.0023 -0.0001
Si -0.001 0.0018 0.0111
Si -0.0019 0.0025 0.0037
Si 0.0005 -0.0019 0.002
Si 0.0014 -0.0031 0.0031
Si -0.0019 -0.0026 0.0024
Si -0.0002 -0.0019 -0.0006
Si 0 0.0028 0.0031
Si -0.0023 0.0003 0.0029
Si 0.0002 0 0.0044
Si 0.0022 -0.0024 0.0017
Si 0.0007 -0.0004 0.0045
Si -0.0088 0.004 0.0098
Si -0.0108 -0.0004 0.0078
Si 0.004 0.0018 0.0075
Si 0.0055 0.007 0.0081
Si -0.0045 0.0038 0.008
Si -0.0033 -0.0077 0.0069
Si -0.0007 -0.0003 0.0106
Si 0.0018 0.0053 0.0113
Si 0.0072 0.0029 0.0095
Si 0.0036 -0.0022 0.0074
Si -0.0003 0.005 0.0096
Si -0.0007 0.0002 0.0088
Si -0.0073 -0.0009 -0.0156
Si 0.0012 -0.0039 -0.007
Si 0.0067 0.0006 -0.0134
Si -0.0011 -0.0077 -0.0174
Si -0.0042 -0.0054 -0.0196
Si -0.0062 0.0045 -0.0018
Si -0.0017 -0.0005 -0.0102
Si -0.0047 -0.0027 -0.0159
Si 0.0037 -0.0048 -0.0097
Si 0.0193 0.0006 -0.0083
Si -0.0018 -0.003 -0.0165
Si 0.001 0.0042 -0.0169
Si 0.0052 0.0012 0.0093
Si 0.0015 0.0065 0.0187
Si -0.0082 -0.0007 0.0159
Si 0.0121 0.0088 0.0104
Si 0.0156 0.0032 0.0171
Si -0.0191 -0.0063 -0.0236
Si -0.004 -0.0025 0.0162
Si 0.0025 -0.0088 0.023
Si -0.01 -0.0016 0.0101
Si 0.0069 -0.0035 0.0111
Si -0.0039 -0.0031 0.0137
Si 0.0036 0.0059 0.0091
Si -0.0113 0.0022 -0.0203
Si -0.0058 -0.0102 -0.0206
Si 0.0002 0.0046 -0.024
Si 0.0127 0.0044 -0.0005
Si -0.0161 -0.0042 0.0008
Si -0.0106 0.0071 -0.0192
Si 0.0047 -0.0124 -0.0237
Si -0.0008 0.002 -0.0235
Si 0.0051 -0.0138 -0.0267
Si -0.0095 -0.0129 -0.0178
Si 0.0038 0.0154 -0.0125
Si 0.0016 0.001 -0.0278
O -0.0193 0.0252 0.0597
O -0.033 0.0091 0.0692
O -0.0012 -0.0049 0.0293
O -0.0099 0.023 0.0265
O 0.0047 -0.0023 0.0337
O 0.002 -0.0016 0.0172
O 0.0119 -0.0078 0.0471
O 0.0018 0.0054 0.0225
O 0.0243 0.0147 0.0324
O -0.0188 0.001 0.0251
O 0.0144 -0.0002 0.0147
O 0.0079 -0.0157 0.0255
O -0.0113 0.0001 -0.0136
O -0.0137 -0.0048 -0.0399
O 0.001 0.0008 -0.0145
O 0.02 -0.009 -0.0481
O 0.0172 -0.0043 -0.0312
O -0.0004 0.0689 0.0542
O -0.0089 -0.0201 -0.0775
O -0.0022 -0.0035 -0.0258
O 0.0079 0.0093 -0.0298
O -0.0012 0.0161 -0.0254
O 0.0096 -0.0006 -0.0143
O -0.0041 0.0033 -0.0195
Si 0.0192 -0.0273 0.0036
Si -0.0001 -0.001 0.0083
Si -0.0074 -0.0033 -0.0059
Si 0.0607 0.0473 0.0513
Si 0.012 -0.003 -0.0091
Si -0.0009 -0.0134 0.0048
Si 0.0318 0.0263 0.0062
Si -0.0025 0.0004 -0.0095
Si -0.0042 0.0037 0.0069
Si 0.011 0.0014 0.0094
Si -0.0045 -0.0207 0.0376
Si -0.0021 -0.0052 0.0069
Si 0.008 -0.0143 0.0011
Si 0.0022 -0.0099 0.0203
Si -0.0006 0.0016 0.0047
Si -0.0111 -0.0026 -0.0005
Si -0.0038 0.0139 -0.0107
Si 0.0013 -0.0032 0.0009
Si 0.0039 -0.0032 0.0067
Si 0.0058 0.0045 -0.0022
Si 0.016 0.01 -0.0378
Si 0.0024 0.0005 -0.0015
Si -0.0089 0.0002 -0.009
Si -0.0132 -0.0055 0.0108
Si -0.0255 0.0073 -0.0162
Si 0.0161 0.0102 0.0271
Si -0.0091 0.0017 -0.0029
Si -0.0029 -0.0011 0.0036
Si 0.0131 -0.0012 0.0076
Si -0.0019 0.0051 0.0039
Si 0.0003 0.0009 0.0012
Si -0.0027 -0.0014 0.0097
Si 0.004 -0.0031 -0.0035
Si 0.0051 0.0133 0.0048
Si -0.0025 -0.002 0.0066
Si 0 0.0012 -0.0058
Si 0.0053 0.0052 0.0011
Si -0.0029 0.0013 -0.0011
Si -0.0268 -0.0093 0.0077
Si -0.004 0.0028 0.0055
Si 0.0025 -0.0061 -0.0046
Si -0.0064 -0.0018 0.0039
Si 0.0027 0.0024 0.0026
Si -0.0619 -0.0187 -0.0398
Si -0.0009 -0.0066 0.016
Si 0.0149 -0.0198 -0.0317
Si 0 -0.0033 -0.0079
Si 0.0067 0.0056 -0.0078
O 0.003 0.0078 -0.0002
O -0.0162 -0.009 0.0081
O 0.007 0.0001 -0.0003
O 0 0.0027 0.0026
O -0.0044 -0.0013 -0.0068
O -0.0134 0.0032 0.0076
O 0.0037 0.0011 -0.0016
O -0.0004 -0.003 0.0014
O 0.008 0.0183 -0.0168
O 0.0014 -0.0017 -0.0031
O -0.0009 -0.0034 -0.0033
O -0.013 -0.0031 -0.0134
O -0.0037 0.0012 -0.006
O -0.0031 0.0126 0.0078
O 0.0134 0.0099 -0.0062
O 0.0278 -0.0312 -0.0257
O -0.0033 0.0008 -0.0019
O 0.0003 -0.0143 0.0032
O 0.0001 0.0044 -0.0029
O 0.0011 -0.0018 0.0008
O -0.0146 -0.0143 0.0162
O 0.0008 -0.005 -0.0027
O -0.0061 -0.002 -0.0042
O -0.0038 -0.0028 -0.0006
O -0.0035 0.0042 -0.0065
O -0.0124 -0.0141 0.0001
O 0.0113 -0.0064 0.0437
O 0.0176 0.0068 0.0095
O 0.0004 -0.0048 -0.0036
O -0.0006 -0.0007 -0.0016
O 0.0019 0.0005 -0.0092
O -0.0367 -0.0096 0.0305
O -0.0027 0.0042 -0.0091
O 0.0646 -0.0225 -0.0605
O -0.0042 -0.0006 0.0079
O -0.002 0.0021 0.0013
O 0.0006 0.0018 0.001
O 0.0083 0.0058 -0.0015
O -0.0016 -0.0008 0.0027
O 0.0067 -0.008 -0.0119
O 0.0038 0.0032 0.0042
O -0.005 -0.016 -0.018
O 0.0073 -0.0018 0.0127
O -0.0025 0.0102 -0.0068
O -0.0016 0.0012 0.0014
O -0.019 0.0304 -0.0175
O 0.0027 0.0001 -0.0053
O -0.0054 0.0004 -0.0017
O 0.0022 0.0026 -0.0059
O -0.0024 -0.0052 -0.0025
O 0.0018 0.007 -0.0113
O -0.0014 0.003 0.0054
O -0.003 -0.0001 0.0015
O -0.0039 -0.0024 0.0009
O 0.0029 -0.0049 0.0019
O 0.0108 -0.0037 0.0059
O 0.0191 0.0403 0.0064
O 0.0005 -0.0023 -0.0056
O 0.0019 0.0143 0.0112
O 0.0012 -0.0025 -0.0007
O -0.0037 0.0017 -0.0016
O -0.0239 0.0251 0.0274
O 0.0004 0.0017 -0.0032
O 0.0037 -0.0018 -0.0055
O -0.0005 0.0113 -0.0079
O 0.0011 0.0022 -0.0027
O 0.0021 0.0002 0.002
O 0.0002 0.0034 -0.0003
O -0.009 0.0088 0.0045
O -0.0006 -0.0071 -0.0003
O -0.0043 -0.0065 0.0011
O 0.0002 0.0017 0.0045
O 0.0001 -0.0006 0.0023
O -0.0012 -0.0003 -0.0013
O 0.0104 -0.0001 0.005
O -0.0343 -0.0393 -0.0232
O -0.0066 -0.0139 0.0067
O -0.0078 0.0058 0.0048
O 0.0103 0.007 -0.008
O 0.0001 0.0016 0.004
O -0.0152 -0.0184 -0.0154
O 0.0029 -0.0044 0.0038
O -0.0013 -0.0079 -0.0029
O -0.0014 -0.0026 0.0045

The program warned: the cutoff lies below the one the program advises for these potential files; the forces do not sum to zero within the program's tolerance; the exchange-correlation potential is rough where the density is thin.
